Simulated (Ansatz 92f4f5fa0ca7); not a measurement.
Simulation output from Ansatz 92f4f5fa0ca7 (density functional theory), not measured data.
Periodic cell of 259 atoms, Si165O94, from a study of silicon, its oxide and their interface. The atomic structure is a simulated model.
Doubt: the cutoff is far below the 930 eV that the study's wrapper takes by default for these files, so forces and energies are approximate.
This geometry differs little from another in the collection (a relaxation step or a small displacement).

Settings: functional PBE; potential files Ansatz PAW; basis plane waves; wave-function cutoff 580 eV; density cutoff ratio 5; exchange-correlation grid ratio 1; k mesh 1 x 1 x 1, Gamma-centred; self-consistency stop 5e-08 eV per atom in the density residual; occupations fixed; spin none; net charge 0.

Cell vectors (angstrom)
a	10.938	0	0
b	0	10.938	0
c	0	0	38.1834

Atoms and the computed forces on them: element, x, y, z (angstrom), force x, y, z (eV/angstrom)
Si	0	0	0.683	0.0056	-0.0057	0.0069
Si	5.469	0	0.683	0.0091	0.0077	0.0039
Si	2.7345	2.7345	0.683	-0.0017	0.0354	-0.0003
Si	8.2035	2.7345	0.683	-0.0097	0.0189	-0.018
Si	0	5.469	0.683	0.0059	0.0253	-0.0001
Si	5.469	5.469	0.683	-0.0106	0.0363	0.0045
Si	2.7345	8.2035	0.683	0.0404	0.0187	-0.0302
Si	8.2035	8.2035	0.683	0.0083	0.0386	-0.0012
Si	1.3673	1.3673	2.0503	-0.0795	0.0454	0.0401
Si	6.8362	1.3673	2.0503	-0.039	0.0479	-0.0655
Si	4.1018	4.1018	2.0503	0.0139	-0.0186	0.0439
Si	9.5708	4.1018	2.0503	-0.0413	-0.0535	-0.014
Si	1.3673	6.8362	2.0503	0.0326	-0.0206	-0.1474
Si	6.8362	6.8362	2.0503	-0.0417	-0.0395	0.0534
Si	4.1018	9.5708	2.0503	-0.0421	-0.0833	-0.1342
Si	9.5708	9.5708	2.0503	-0.1244	0.0317	0.012
Si	2.7345	0	36.1319	-0.139	0.0876	0.0494
Si	8.2035	0	36.1319	0.023	-0.0896	-0.0722
Si	0	2.7345	36.1319	0.1081	-0.0188	-0.0716
Si	5.469	2.7345	36.1319	0.0286	0.1043	0.0363
Si	2.7345	5.469	36.1319	0.0401	-0.0125	-0.0201
Si	8.2035	5.469	36.1319	0.0296	0.0222	0.0166
Si	0	8.2035	36.1319	0.0971	0.068	-0.0276
Si	5.469	8.2035	36.1319	0.1189	-0.0573	0.0102
Si	4.1018	1.3673	37.4992	-0.0123	-0.0315	-0.0053
Si	9.5708	1.3673	37.4992	0.0154	-0.0372	-0.0102
Si	1.3673	4.1018	37.4992	0.0092	-0.0162	0.0012
Si	6.8362	4.1018	37.4992	-0.0095	-0.0074	0.0122
Si	4.1018	6.8362	37.4992	0.0289	-0.0566	0.0041
Si	9.5708	6.8362	37.4992	-0.0265	-0.0116	-0.0031
Si	1.3673	9.5708	37.4992	-0.0387	0.0091	0.019
Si	6.8362	9.5708	37.4992	-0.0212	-0.0139	0.0016
Si	-0.4942	0.3291	28.2195	-0.0478	0.0301	-0.178
Si	5.2216	0.2864	28.0766	-0.1621	0.0746	-0.1171
Si	2.9598	2.5227	27.9947	0.092	-0.0339	0.159
Si	8.7332	2.0609	27.8933	0.038	-0.0784	0.0675
Si	-0.4002	6.0103	27.0348	-0.0111	-0.0036	0.1333
Si	5.7506	6.0194	27.7574	0.0612	-0.0436	0.0051
Si	3.3667	8.1577	27.823	0.1079	-0.0513	-0.0953
Si	8.4538	8.2382	27.9788	-0.0909	-0.1062	-0.085
Si	1.3312	1.3711	29.2492	0.0014	-0.0305	-0.0289
Si	6.9091	1.3494	29.2438	0.1266	0.1047	0.0473
Si	4.1173	3.9897	29.3967	-0.0695	0.0102	-0.009
Si	9.4575	3.9026	29.15	-0.103	0.0743	-0.0834
Si	1.6666	7.0397	29.0719	-0.0158	-0.016	-0.0185
Si	7.0504	6.9722	29.3905	-0.0004	0.0022	0.0231
Si	4.2148	9.6466	29.4048	-0.0604	-0.1786	0.0525
Si	9.508	9.6382	29.517	0.0841	-0.0125	0.1403
Si	2.6851	-0.0183	30.659	0.0191	0.0572	-0.0361
Si	8.1204	0.0274	30.8054	-0.0226	-0.0033	-0.0952
Si	0.0527	2.8119	30.6169	0.0734	-0.0036	0.0001
Si	5.5503	2.6809	30.7183	-0.0761	-0.0275	-0.133
Si	2.7876	5.5531	30.6002	0.0522	-0.0604	-0.0743
Si	8.2428	5.3624	30.6235	-0.0042	0.0611	-0.0527
Si	0.0933	8.1803	30.5712	-0.0066	-0.0092	-0.0399
Si	5.5732	8.2546	30.7401	0.0552	0.0251	-0.136
Si	4.1144	1.3233	32.0199	-0.0308	-0.0302	0.0618
Si	9.5942	1.4248	32.0073	0.0187	0.0351	0.0481
Si	1.428	4.1521	31.9933	-0.0201	0.0306	0.0155
Si	6.852	4.0968	32.0634	0.0623	0.0029	0.0313
Si	4.1527	6.8683	32.0154	-0.0374	-0.04	0.0669
Si	9.6476	6.778	31.9377	-0.0083	-0.03	0.0527
Si	1.3667	9.5501	32.0368	-0.0305	-0.0315	-0.0206
Si	6.8391	9.5912	32.1694	-0.0224	-0.0183	0.0812
Si	0.001	0.0138	33.3749	-0.0018	0.0041	0.0161
Si	5.438	-0.0001	33.4699	0.0226	0.0388	-0.0154
Si	2.7638	2.7491	33.3605	0.0227	-0.0266	0.0132
Si	8.2337	2.7493	33.4115	-0.0154	0.0168	0.0361
Si	0.0423	5.47	33.3888	-0.012	-0.0067	-0.014
Si	5.4832	5.4806	33.4024	-0.0329	0.0014	0.0042
Si	2.7594	8.2064	33.3908	0.0072	0.0023	0.0246
Si	8.2723	8.1616	33.3696	0.0267	-0.0086	-0.0047
Si	1.3816	1.3788	34.7406	0.0081	0.0175	0.0074
Si	6.8471	1.3836	34.7721	-0.0014	-0.0231	0.0052
Si	4.1094	4.1066	34.7582	-0.0025	0.0046	0.0215
Si	9.5904	4.1182	34.7665	0.0226	0.0114	0.008
Si	1.3851	6.8473	34.7611	-0.0058	-0.0111	0.0041
Si	6.859	6.844	34.755	0.0242	0.0092	0.0181
Si	4.0871	9.5617	34.7942	-0.0098	-0.0125	0.0117
Si	9.586	9.5725	34.752	-0.0314	-0.0011	0.0124
Si	2.7319	-0.0085	3.4011	-0.0239	0.0109	-0.0033
Si	8.1882	0.0081	3.4193	0.0093	-0.0017	-0.0111
Si	-0.0216	2.7277	3.4316	-0.0022	-0.0072	-0.0038
Si	5.4668	2.7274	3.4246	-0.0011	0.0083	0.0097
Si	2.7157	5.4593	3.4137	0.0009	-0.0215	-0.0131
Si	8.189	5.448	3.4213	-0.0114	-0.0093	0.0066
Si	-0.0091	8.1899	3.3973	-0.0084	0.0182	-0.0067
Si	5.4543	8.2006	3.4153	0.0126	-0.0079	-0.0132
Si	4.0894	1.35	4.7698	0.0284	-0.0035	0.003
Si	9.5199	1.3838	4.8154	-0.006	0.0166	-0.0158
Si	1.3446	4.1014	4.7905	-0.0057	0.0015	0.0056
Si	6.8284	4.0818	4.8233	0.0095	-0.0013	-0.0112
Si	4.0716	6.8328	4.7694	0.0028	-0.0031	-0.0273
Si	9.5727	6.8156	4.7542	0.0042	-0.0225	0.0054
Si	1.3244	9.5905	4.7439	0.0042	0.0074	-0.0192
Si	6.7956	9.5973	4.769	0.0042	0.0108	0.0076
Si	-0.0386	0.0046	6.1301	0.0004	-0.0092	-0.036
Si	5.4325	0.008	6.1862	0.0347	0.0396	-0.0485
Si	2.7019	2.691	6.1134	-0.0337	0.0087	-0.0357
Si	8.172	2.7205	6.266	-0.0182	0.0105	-0.0271
Si	-0.0313	5.4561	6.1763	-0.0188	-0.0458	-0.0452
Si	5.4246	5.4613	6.1359	0.0379	-0.028	0.0088
Si	2.6747	8.2161	6.0815	-0.023	0.0223	-0.0047
Si	8.205	8.2218	6.0425	0.005	0.0186	-0.0443
Si	1.3072	1.3721	7.4957	0.002	0.0014	0.1285
Si	6.7709	1.3382	7.6479	0.0118	-0.0113	0.0106
Si	4.0814	4.009	7.473	0.0114	0.0275	0.1153
Si	9.568	4.1116	7.624	0.0215	0.0032	-0.0032
Si	1.3329	6.8723	7.4733	0.0148	0.0176	0.0154
Si	6.8631	6.8734	7.3811	-0.0006	-0.0437	0.1109
Si	3.9889	9.5825	7.4614	-0.0016	-0.0271	0.0294
Si	9.5347	9.547	7.4498	-0.0069	0.0252	0.1514
Si	2.6227	-0.017	8.877	0.0002	0.062	-0.0093
Si	8.2264	-0.0557	8.9126	0.0405	-0.0378	-0.0998
Si	-0.0287	2.6771	8.9854	0.028	-0.0425	-0.1059
Si	5.3838	2.7192	9.0185	0.0109	0.0641	-0.0037
Si	2.76	5.4974	8.7312	-0.0707	-0.0637	-0.0639
Si	8.1577	5.5551	8.854	-0.1126	0.0072	-0.003
Si	-0.0758	8.1877	8.8602	-0.05	-0.0188	-0.022
Si	5.3585	8.1271	8.674	-0.0079	0.0428	-0.0791
Si	3.7654	1.48	10.2782	-0.085	0.0433	0.0518
Si	9.7278	1.1231	10.2501	0.0505	-0.1154	0.1499
Si	1.3634	3.541	10.6769	-0.0007	-0.0285	0.0997
Si	6.6058	4.4123	10.1891	-0.0301	0.0653	-0.0877
Si	4.3426	6.5523	9.983	0.1013	-0.0012	0.2277
Si	9.3519	7.0259	10.2712	-0.0629	0.0454	0.0251
Si	0.9958	9.7931	10.1804	-0.0826	0.1332	-0.0198
Si	7.3494	9.4646	10.5535	0.0357	0.046	0.0832
O	16.1147	4.5745	28.2509	0.0551	0.0307	0.0543
O	9.6018	7.3261	27.2343	0.1082	-0.1692	0.038
O	2.6322	2.5111	10.9782	0.0097	-0.0002	-0.0344
O	8.3436	8.1989	10.9006	-0.0176	-0.0004	-0.0194
O	11.9827	6.2001	27.7715	-0.1712	0.026	0.0586
O	-1.076	4.739	27.7751	0.0981	0.1412	-0.0181
O	5.445	5.5004	10.6569	-0.0306	0.0107	-0.0081
O	-0.0858	-0.0066	10.7474	0.0436	-0.038	-0.0208
O	7.5003	3.9782	11.5104	0.0206	-0.0113	0.0351
O	4.4755	0.5213	11.4261	-0.0077	0.0267	-0.0438
O	9.9943	6.1967	11.5415	-0.0065	0.0196	-0.0394
O	3.6558	7.3393	11.2454	0.0354	-0.0749	-0.1627
O	0.6132	4.0483	12.0689	0.0295	0.0194	-0.0699
O	6.9282	10.2278	11.9439	-0.0157	-0.0342	-0.0573
O	9.0503	1.7882	11.6187	-0.0143	0.0191	-0.0348
O	1.5748	9.0152	11.5	0.0135	-0.0171	0.0182
O	-0.1419	5.7247	25.4523	-0.0171	-0.0017	0.0522
O	2.9986	8.8006	26.3486	0.0023	0.0053	0.0586
O	8.5714	2.494	26.2543	-0.0079	0.0264	-0.0237
O	-0.1968	10.2519	26.9237	0.0134	0.0376	0.1119
O	6.6547	5.7431	26.3991	0.0153	0.0113	0.0225
O	2.6095	3.2342	26.5526	0.0037	-0.0005	-0.061
O	7.5358	8.8491	26.7558	-0.0277	0.0523	-0.033
O	5.5424	10.5506	26.6206	0.0068	0.0089	0.0545
Si	4.3456	0.3372	15.1221	-0.0068	-0.0033	0.0165
Si	3.2634	3.7363	25.1422	-0.0074	0.0243	-0.0506
Si	-1.6416	4.0635	17.6721	-0.0148	0.0121	-0.0239
Si	13.3954	7.5851	17.4699	-0.0035	0.012	-0.021
Si	5.7804	0.3573	12.4028	-0.0225	-0.0004	0.0192
Si	3.7632	9.4264	19.4454	-0.0011	0.0135	0.0183
Si	-5.7295	11.5296	17.9105	-0.0007	-0.0081	-0.0127
Si	0.6764	11.5434	20.8867	-0.0158	-0.0064	0.0303
Si	4.3051	2.1302	22.7348	0.0051	0.0031	-0.0081
Si	-0.0271	8.3705	16.2373	0.0005	-0.0153	-0.0068
Si	9.166	8.8823	23.2086	-0.0032	0.0109	-0.0243
Si	8.7346	0.876	22.2125	0.0105	-0.0009	0.0108
Si	5.9801	5.4215	24.9451	-0.0187	-0.0033	-0.0345
Si	1.135	5.5618	21.3738	0.0085	-0.0026	0.027
Si	-0.6506	9.7993	18.7925	0.0004	-0.003	0.0136
Si	6.7843	9.939	25.8019	0.052	-0.0151	-0.0027
Si	3.2981	4.6566	18.1465	0.0025	-0.0082	0.0135
Si	7.7094	3.7586	15.2448	0.0037	0.0109	0.0077
Si	0.1813	5.572	12.5557	-0.0046	-0.0012	0.0338
Si	0.7539	3.2682	19.3759	-0.0081	0.014	0.0265
Si	7.8673	2.6355	12.3725	0.0053	0.0067	0.0189
Si	2.4254	7.8019	12.1785	0.0195	-0.0203	0.0296
Si	8.7444	1.4393	25.0065	0.0206	-0.0169	-0.0235
Si	-2.958	5.481	20.1996	0.0053	-0.0134	0.0211
Si	-0.6984	7.518	20.6812	0.0016	0.0047	0.0238
Si	-4.5758	8.0274	23.4862	0.005	-0.0323	-0.0341
Si	1.0685	5.9213	24.3714	0.0313	-0.0119	-0.0581
Si	6.2825	8.1217	20.4138	0.0063	0.0064	0.0294
Si	15.7579	2.9951	16.2168	0.0104	-0.0131	-0.0092
Si	-1.3234	5.8961	15.3682	-0.006	0.0073	0.0002
Si	-4.4567	4.0958	22.4419	-0.0033	-0.0036	0.0046
Si	3.9494	4.4504	21.0279	-0.0043	0.002	0.0287
Si	2.3701	8.8566	24.8462	-0.0148	-0.001	-0.0737
Si	-8.427	-1.9647	14.9074	0.005	0.008	0.0209
Si	7.6668	-0.1033	19.7286	0.0032	0.0092	0.031
Si	3.1181	-0.6104	22.3259	0.0044	0.0118	0.0051
Si	-0.155	-0.6073	25.3084	-0.0217	0.0572	-0.0011
O	3.0998	8.3917	13.5233	-0.0105	-0.0088	-0.0439
O	7.3946	-1.6269	20.257	-0.0012	-0.0088	-0.0094
O	8.4097	3.1707	16.6139	0.006	0.0114	0.0133
O	2.2064	4.7857	24.5255	-0.0062	-0.02	0.0392
O	-1.2951	-3.4228	15.6531	0.0115	0.0041	0.0081
O	5.119	2.1912	17.6156	0.0049	0.0045	0.0064
O	2.5853	8.7846	18.5499	0.0011	0.0083	0.0039
O	3.3351	9.452	20.9924	0.0032	-0.0055	-0.011
O	6.1097	3.5723	15.4137	-0.0107	0.0003	0.0009
O	5.2047	4.9871	21.9129	-0.008	-0.0099	0.001
O	4.0732	1.9527	15.1966	0.006	0.0075	-0.0016
O	5.8812	2.591	22.698	-0.0081	0.0036	0.0095
O	3.0825	6.2502	18.0836	0.0073	-0.0177	0.0082
O	6.4703	1.8196	12.4439	0.0042	-0.0051	-0.0095
O	7.6817	0.9803	20.9641	0.0046	-0.0092	-0.0078
O	3.5572	2.9369	21.5187	0.0023	0.0032	-0.0005
O	-1.0124	9.1091	24.6327	-0.01	-0.0107	0.0137
O	-0.6491	0.8906	24.8945	0.0019	-0.0037	0.0024
O	1.2243	1.8474	19.9924	0.005	0.0085	-0.0152
O	6.9856	4.6607	23.8967	0.0005	-0.0073	0.0105
O	-1.8446	-0.065	18.9672	0.0049	-0.0043	-0.0128
O	9.864	8.315	19.3221	0	0.0036	-0.0109
O	3.5405	13.4102	24.1448	0.008	-0.0101	0.0082
O	3.3032	9.2817	23.5756	-0.0051	0.0003	0.0135
O	6.8318	6.6365	20.0206	-0.0049	0.0081	-0.0075
O	5.1381	-0.1636	16.4645	0.003	0.0095	0.003
O	-6.8887	0.0118	18.9034	-0.0031	-0.002	-0.0017
O	-0.3938	5.5018	14.0815	0.0091	0.0024	-0.026
O	-0.7497	8.4398	22.0283	-0.0028	-0.003	0.0082
O	-0.3862	9.6572	17.185	0.0027	0.0057	0.0052
O	8.2855	2.9994	13.9085	0.0021	-0.0011	-0.0212
O	-3.3435	4.2775	21.2614	0.0024	0.0104	-0.0095
O	5.0832	8.4631	19.366	0.0037	-0.0015	-0.0123
O	1.9129	3.8432	18.3921	0.008	0.0051	-0.0107
O	10.1228	5.1316	16.7346	-0.0018	-0.0091	0.0112
O	-4.7655	9.3429	24.4246	0.0047	-0.0038	0.0355
O	-6.2591	4.5161	25.2909	0.0018	0.002	0.0209
O	4.2703	0.5322	22.4954	-0.0023	-0.0057	0.0053
O	1.364	-0.8051	24.8427	0.023	-0.0054	0.0204
O	6.6215	0.3491	18.6128	0.0036	0.005	-0.0022
O	1.6803	0.1524	22.0958	0.0029	0	-0.0033
O	4.2887	4.412	19.4311	-0.007	-0.0031	-0.0295
O	0.8749	-2.0462	14.9753	-0.0018	0.0015	0.0017
O	10.2387	12.0069	21.6304	0.0122	-0.0025	-0.0047
O	8.5224	10.3115	22.7957	0.0044	-0.0026	0.0081
O	3.19	8.0697	16.0912	-0.007	-0.0026	0.0024
O	-3.1195	11.1233	25.4455	-0.0382	-0.012	0.0237
O	11.7493	6.9316	20.5497	-0.0109	0.0015	-0.0064
O	12.6281	7.4155	24.5316	-0.0009	-0.0014	0.0341
O	8.3139	4.8255	18.7444	-0.0022	-0.0012	-0.0018
O	2.7501	5.4771	21.3772	-0.0046	-0.0123	-0.0059
O	5.5646	6.8234	24.2288	-0.004	0.0238	0.0091
O	2.9005	-0.391	15.0378	0.0093	-0.0087	-0.0011
O	1.4804	6.5422	12.563	0.0114	0.0168	-0.0192
O	-5.1543	8.181	21.9734	0.0066	0.005	0.0023
O	9.2562	6.2414	20.8473	-0.0016	-0.0032	-0.0051
O	-2.5037	1.9251	23.4599	0.0035	-0.0077	0.0079
O	3.9009	4.2423	16.6899	-0.0161	0.0042	0.0143
O	11.4196	4.2721	20.6317	-0.0074	-0.0228	-0.018
O	-2.8533	5.3578	15.0974	0.0077	-0.008	-0.0035
O	0.4895	5.6997	22.8667	-0.0068	-0.005	0.012
O	-0.6092	3.1115	18.4926	0.0092	-0.0098	0.0034
O	0.5295	-0.6127	19.7952	0.001	0.0038	-0.0159
O	5.2806	-0.0887	13.8717	0.0108	0.0052	-0.0233
O	0.8806	7.3483	17.138	0.005	0.0009	0.0027
O	7.9888	7.7635	23.3854	-0.0044	0.0027	0.0158
O	5.9092	9.0062	9.9669	0.1209	0.0163	-0.0004
O	1.8634	-5.9922	10.0187	-0.0302	-0.093	-0.0105
O	4.4729	6.9915	27.4191	-0.0708	0.0952	0.05
O	15.0354	1.3942	27.6346	-0.0286	-0.0035	0.008

Results
free energy: -158353.009 eV
free energy less fixed offsets of O -568.88, Si -635.61 eV per atom: -2.639 eV

The program warned: the cutoff lies below the one the program advises for these potential files; the forces do not sum to zero within the program's tolerance; the exchange-correlation potential is rough where the density is thin.
